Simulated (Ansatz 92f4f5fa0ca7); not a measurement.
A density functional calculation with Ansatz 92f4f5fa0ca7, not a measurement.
Periodic cell of 237 atoms, Si147O90, from a study of silicon, its oxide and their interface. The atomic structure is a simulated model.
This geometry differs little from another in the collection (a relaxation step or a small displacement).

Settings: functional r2SCAN; potential files Ansatz PAW; basis plane waves; wave-function cutoff 800 eV; density cutoff ratio 5; exchange-correlation grid ratio 1; k mesh 1 x 1 x 1, Gamma-centred; self-consistency stop 5e-08 eV per atom in the density residual; occupations fixed; spin none; net charge 0.

Cell vectors (angstrom)
a  11.6015  0  0
b  0  10.938  0
c  0  0  32.0622

Atoms and the computed forces on them: element, x, y, z (angstrom), force x, y, z (eV/angstrom)
Si  -0.1955  -0.0544  23.2608  0.0014  -0.0023  -0.003
Si  3.663  0.2322  23.0857  -0.0218  -0.0071  0.0078
Si  7.5546  -0.1212  23.4324  0.0022  -0.0058  0.0068
Si  1.679  1.4024  23.3856  0.0142  0.0141  0.0119
Si  5.7342  1.4191  23.1915  0.008  0.0013  0.003
Si  9.4419  1.2411  23.3361  -0.0038  0.026  0.0047
Si  0.1457  5.3274  23.4633  0.0176  -0.0156  -0.0085
Si  4.1179  5.2993  23.3784  0.0113  -0.0083  0.001
Si  8.027  5.6079  23.5568  0.0214  -0.0135  0.0012
Si  2.1534  6.5808  23.3659  -0.0096  0.0102  0.0153
Si  5.9696  6.7687  23.4643  -0.0208  0.0081  0.0067
Si  9.9964  6.8757  23.5985  -0.0324  0.0182  0.0035
Si  1.9044  2.6753  25.3646  0.0007  0.0009  -0.0056
Si  5.826  2.6623  25.2619  0  0.0142  0.0071
Si  9.6383  2.6892  25.2569  -0.0024  0.001  -0.011
Si  11.6021  4.0171  25.3825  0.0013  -0.0054  0.0119
Si  3.895  3.987  25.314  -0.0047  -0.0062  -0.0014
Si  7.7473  4.0872  25.3428  0.0001  -0.0058  -0.0053
Si  1.9696  8.1608  25.1915  0.0071  0.0026  -0.0042
Si  5.7714  8.1834  25.3388  0.0046  0.0039  0.0059
Si  9.7087  8.2804  25.4167  0.0149  0.0039  0.0041
Si  11.6348  9.5796  25.2595  -0.0087  -0.0101  0.013
Si  3.8572  9.6066  25.0781  0.0016  -0.0028  -0.0061
Si  7.6875  9.5371  25.3917  -0.007  -0.0057  -0.0025
Si  11.6442  -0.0036  27.2135  0.0062  0.0029  -0.0004
Si  3.8934  -0.0476  27.1481  0.0006  0.0025  0.0014
Si  7.7501  0.0065  27.2646  0.0027  0.0008  -0.0004
Si  1.9778  1.3227  27.2666  -0.0066  0.0035  0.0011
Si  5.8171  1.3401  27.2213  -0.0019  -0.006  -0.0025
Si  9.693  1.3457  27.2128  -0.0036  0.001  0.0036
Si  11.5948  5.478  27.2373  -0.0044  -0.0011  -0.0018
Si  3.8458  5.4373  27.2102  0.0026  -0.0004  0.0045
Si  7.7124  5.4748  27.2495  -0.0055  -0.0005  0.0031
Si  1.9366  6.846  27.1921  -0.0019  -0.0005  -0.001
Si  5.7583  6.815  27.2531  0.0017  0.0014  -0.0047
Si  9.6576  6.8229  27.2616  0.0048  0  -0.0031
Si  1.9336  2.7345  29.1629  0.1133  -0.0389  0.0895
Si  5.8008  2.7345  29.1629  -0.055  -0.0654  -0.1589
Si  9.6679  2.7345  29.1629  0.0637  -0.0228  -0.1939
Si  0  4.1018  29.1629  0.0246  0.0212  0.0143
Si  3.8672  4.1018  29.1629  -0.0733  -0.0619  0.0032
Si  7.7343  4.1018  29.1629  -0.0439  -0.0365  0.0921
Si  1.9336  8.2035  29.1629  0.0204  -0.0549  -0.156
Si  5.8008  8.2035  29.1629  -0.0886  -0.041  0.1229
Si  9.6679  8.2035  29.1629  -0.0253  0.0318  0.2077
Si  0  9.5708  29.1629  0.0156  -0.0647  -0.1489
Si  3.8672  9.5708  29.1629  0.0673  -0.0881  -0.3621
Si  7.7343  9.5708  29.1629  0.0334  -0.1041  0.1644
Si  0  0  31.0965  0.0128  0.07  -0.004
Si  3.8672  0  31.0965  -0.0116  0.1468  -0.0376
Si  7.7343  0  31.0965  -0.0224  0.0289  0.0366
Si  1.9336  1.3673  31.0965  -0.0251  -0.0162  0.004
Si  5.8008  1.3673  31.0965  0.0171  0.0001  -0.0466
Si  9.6679  1.3673  31.0965  -0.0152  -0.0844  0.0135
Si  0  5.469  31.0965  0.0117  0.0023  0.0146
Si  3.8672  5.469  31.0965  0.0164  0.0758  -0.0035
Si  7.7343  5.469  31.0965  -0.0048  0.0209  0.051
Si  1.9336  6.8362  31.0965  -0.0013  -0.0532  -0.0412
Si  5.8008  6.8362  31.0965  0.004  -0.0124  -0.0028
Si  9.6679  6.8362  31.0965  0.0204  -0.0623  0.0439
Si  1.9336  2.7345  0.9679  0.012  0.0476  0.0972
Si  5.8008  2.7345  0.9679  -0.0347  0.0281  -0.1803
Si  9.6679  2.7345  0.9679  0.0113  0.028  0.0551
Si  0  4.1018  0.9679  -0.1171  0.0173  -0.071
Si  3.8672  4.1018  0.9679  0.0166  0.0139  0.0604
Si  7.7343  4.1018  0.9679  0.0686  0.0624  0.1303
Si  1.9336  8.2035  0.9679  -0.0051  0.0166  -0.0544
Si  5.8008  8.2035  0.9679  0.0157  0.0695  -0.051
Si  9.6679  8.2035  0.9679  -0.0414  0.0899  0.124
Si  0  9.5708  0.9679  -0.0266  0.0649  0.096
Si  3.8672  9.5708  0.9679  -0.0316  0.013  0.0931
Si  7.7343  9.5708  0.9679  0.0493  -0.0238  0.0474
Si  11.6044  0.0212  2.9105  -0.0032  0.0026  -0.0002
Si  3.8512  0.01  2.9183  -0.0042  0.0022  0.0012
Si  7.7404  0.0083  2.901  0.0031  0.0023  -0.0022
Si  1.9289  1.3937  2.9218  0.0031  0.0004  -0.0021
Si  5.8103  1.3513  2.8632  0.0023  -0.0025  0.0064
Si  9.6571  1.3801  2.92  -0.0015  -0.0001  -0.0002
Si  11.5641  5.4923  2.8789  0.0014  0.0036  0.0016
Si  3.8738  5.4836  2.9063  0.0062  0.0002  0.0021
Si  7.7387  5.4997  2.9051  -0.0028  0.003  0.0009
Si  1.9115  6.8119  2.8769  -0.0034  -0.0006  -0.0031
Si  5.8091  6.8458  2.8923  -0.0047  -0.0007  -0.0015
Si  9.6581  6.8915  2.9466  0.0029  -0.0044  0.0003
Si  1.9094  2.8244  4.8281  0.0084  -0.0044  0.0057
Si  5.8352  2.7215  4.7628  -0.0064  -0.0016  -0.0088
Si  9.5986  2.7845  4.8425  0.0019  0.0054  -0.0073
Si  11.5388  4.1321  4.7972  -0.0045  -0.0027  -0.001
Si  3.9138  4.0936  4.8256  0.005  -0.0069  -0.0001
Si  7.7194  4.1984  4.8782  0.0112  -0.0039  0.006
Si  1.8873  8.1379  4.8145  -0.0011  -0.001  0.0084
Si  5.8045  8.2442  4.7951  0.0032  -0.0028  0.0054
Si  9.6604  8.3058  4.8988  -0.0009  0.0079  -0.0044
Si  11.6298  9.6454  4.8822  -0.0005  -0.0024  -0.0078
Si  3.8171  9.4751  4.7945  0.0024  -0.0062  -0.0138
Si  7.7226  9.6602  4.8889  -0.0052  0.0001  0.0053
Si  11.5916  0.2187  6.7789  0.0205  0.0018  -0.0003
Si  3.756  -0.0592  6.6489  -0.0022  -0.0122  0.0071
Si  7.7021  0.0344  6.9208  0.0082  -0.0117  -0.011
Si  2.0513  1.4923  6.7629  -0.0204  0.021  -0.0113
Si  5.7123  1.2685  6.6309  0.016  0.0114  -0.0154
Si  9.6412  1.5057  6.8406  -0.0203  0.0085  0.001
Si  11.5131  5.4934  6.7211  0.0053  0.0071  -0.0067
Si  3.9694  5.4166  6.8006  -0.016  0.0013  -0.0091
Si  7.721  5.6562  6.8325  -0.0152  0.0081  -0.0142
Si  1.9645  6.6392  6.6747  0.0078  -0.0103  -0.0074
Si  5.7973  6.9657  6.76  0.0126  0.0058  -0.0108
Si  9.7379  7.0345  6.9095  0.0021  -0.011  0.0025
O  9.9708  7.9897  8.2695  -0.0093  0.0007  -0.0047
O  7.6115  9.9222  8.2217  0.0076  0.0039  0.0037
O  7.3983  4.7231  8.1607  -0.0006  -0.0097  0.0058
O  3.4018  10.3459  8.1911  0.0017  0.0089  -0.0204
O  2.0381  7.556  8.029  -0.0047  0.0103  0.009
O  4.0103  4.5387  8.2207  0.0031  0.0019  0.0066
O  9.7827  2.4428  8.2069  0.0006  -0.0102  -0.0053
O  2.6424  2.3085  8.1106  -0.0001  -0.0079  0.0065
O  11.3461  4.563  8.0698  0.0023  0.0067  -0.0031
O  5.3536  2.3284  7.8336  0.005  -0.0023  0.0056
O  5.8157  7.9678  8.0852  -0.0068  0.002  0.0055
O  11.3156  10.2839  8.1344  0.0003  0.0121  -0.0124
O  11.2775  10.0501  21.8227  0.0049  0.0061  0.0026
O  3.2442  10.752  21.514  0.0053  0.0029  -0.0146
O  5.8541  7.7382  22.1316  0.0219  0.0001  -0.0143
O  4.2334  4.4474  21.9447  -0.0158  0.0069  0.0022
O  7.6605  9.7089  22.1852  0.004  0.0046  -0.0019
O  10.2969  7.6677  22.1862  -0.0023  -0.0056  0.0017
O  1.5792  2.4242  22.0944  -0.0008  -0.0038  -0.0058
O  5.939  2.4574  21.9014  -0.0001  -0.0082  0.0064
O  8.4341  4.7393  22.2151  -0.0006  -0.0009  0.0018
O  -0.082  4.4581  22.0603  -0.0097  0.0152  0.0052
O  2.3371  7.3349  21.9203  0.014  -0.0041  0.0052
O  9.1267  1.8986  21.8535  0.0021  -0.0061  -0.0022
Si  1.8851  7.7985  9.5956  -0.0035  0.005  -0.0044
Si  5.0638  0.5432  17.687  0.0078  0.0021  -0.0041
Si  2.5297  5.4383  13.9716  0.0022  -0.0052  0.003
Si  10.57  3.8737  14.0416  -0.0014  -0.0025  -0.0014
Si  8.2633  2.4011  15.236  -0.0161  0.0026  -0.0051
Si  9.5317  2.2894  20.3415  -0.0106  0.0091  0.0083
Si  10.4839  3.6372  9.0669  -0.0003  0.0013  0.0069
Si  0.0124  2.3165  11.5519  -0.0065  -0.006  -0.0012
Si  11.0477  8.1176  15.3228  0.0028  -0.0099  -0.0058
Si  5.1833  6.9224  13.9763  0.0031  -0.0037  0.004
Si  5.7597  2.5946  11.1044  0.0003  -0.003  0.004
Si  8.5809  7.7055  19.3977  0.0042  -0.003  0.0183
Si  8.1008  4.8801  20.6463  0.0048  0.0065  0.0017
Si  5.9644  9.5951  15.2008  -0.0014  -0.0006  0.0017
Si  2.1034  7.6268  20.3545  0.0014  0.0115  -0.0068
Si  1.9333  4.9098  18.7859  -0.0026  -0.0052  -0.0054
Si  4.5036  3.4133  18.0338  0.0066  0.0067  -0.0053
Si  8.5629  8.953  16.8172  0.0151  0.0242  0.0113
Si  0.814  9.4789  13.2248  -0.0032  0.0075  -0.0024
Si  9.902  10.6483  11.6814  0.0004  0.0053  0.0044
Si  5.3566  3.7064  21.0263  0.0049  0.0033  -0.0115
Si  0.6476  5.5137  16.2031  0.0001  0.0116  0.001
Si  10.7591  9.1433  9.1204  0.0003  -0.0081  0.0064
Si  6.5768  8.9064  21.2841  -0.011  -0.0034  -0.0121
Si  7.1303  7.0831  11.4637  -0.0025  -0.0065  0.0051
Si  2.6533  0.7525  12.1593  0.0065  -0.0042  0.0064
Si  10.8873  8.6649  21.0631  0.0047  -0.0077  0.0003
Si  5.9864  4.2859  15.608  -0.0047  -0.0039  -0.0033
Si  7.1054  0.4893  12.9577  0.0032  0.001  -0.0011
Si  4.0683  2.9521  8.593  -0.0028  0.0042  0.0059
Si  0.8848  6.7288  11.871  -0.0043  0.0045  0.0051
Si  6.5479  9.0279  9.0792  -0.0038  -0.009  -0.0005
Si  0.6396  3.323  21.1442  -0.0065  -0.0053  -0.0016
Si  9.8167  6.499  12.8524  0.0024  -0.0043  0.0051
Si  7.7011  4.5199  9.7341  0.0054  -0.0018  -0.0065
Si  3.9805  10.0684  20.2278  -0.0039  -0.0021  -0.0055
Si  4.263  3.0231  13.4906  -0.0109  0.0145  0.0025
Si  3.8371  10.0238  9.7206  -0.0185  -0.0139  0.0123
Si  8.0815  0.7999  18.011  -0.0195  -0.0312  -0.0054
O  11.4641  3.2177  12.8764  0.0023  -0.0024  0.0102
O  9.3115  4.4402  9.8572  0.0113  0.0058  0.0044
O  8.8065  3.6562  19.8948  -0.0021  0.003  -0.0064
O  4.0919  -0.1093  18.8088  -0.0152  -0.0137  0.0142
O  11.389  4.5392  15.2579  -0.0063  -0.0127  -0.0036
O  9.8497  9.8093  10.2868  -0.0105  -0.0041  -0.005
O  3.7283  1.5489  13.081  -0.0015  0.001  0.0087
O  0.6342  9.0652  14.7773  0.0112  0.0077  0.0135
O  6.5033  0.8963  18.3616  0.044  -0.0107  -0.0065
O  4.8036  3.1676  19.6117  0.0036  -0.0047  0.0043
O  6.2595  1.1775  11.7453  -0.0037  -0.0029  -0.0096
O  0.4955  8.5939  9.8324  -0.0018  -0.003  0.0014
O  5.6085  4.2679  17.1918  -0.007  0.0039  0.0113
O  8.476  7.1699  12.3247  0.0005  0.0089  0.0012
O  4.4269  2.6271  10.1467  -0.0076  0.0009  0.0023
O  2.1237  5.6014  15.5274  0.0168  -0.0024  -0.0168
O  3.3623  0.1059  10.864  0.0067  0.0075  -0.0082
O  5.941  7.1651  12.5586  -0.0057  -0.0006  -0.0025
O  2.3015  6.3649  19.3765  0.0026  -0.0009  -0.0099
O  0.7195  4.9767  17.7205  0.0101  -0.0066  0.0148
O  8.4185  10.702  12.331  0.0005  -0.0063  -0.0006
O  5.4451  10.0227  9.7079  -0.0044  0.0053  0.0028
O  0.5879  8.1595  20.2523  0.003  -0.0046  -0.0006
O  9.7498  2.6705  14.7142  0.0169  0.0056  0.0002
O  1.9704  10.5845  13.1129  0.0039  -0.0089  0.0125
O  9.9759  9.0405  16.0666  -0.0393  0.0074  0.0172
O  6.1983  10.3699  13.7909  -0.0043  -0.0044  -0.0022
O  7.5153  1.5927  14.0618  0.0098  0.0055  0.005
O  1.5797  3.9799  20.0364  0.0051  0.011  -0.0139
O  5.8306  5.74  14.9008  -0.0041  0.0102  -0.0034
O  7.3764  9.0049  15.7349  0.0047  -0.0016  0.0052
O  1.4872  1.6932  11.5899  -0.0013  0.0135  -0.012
O  7.1691  8.2631  10.3569  0.0003  0.0085  -0.0053
O  4.3619  1.9577  17.328  -0.0057  -0.0022  -0.003
O  7.0157  3.1649  10.2705  0.0017  -0.0071  -0.0035
O  11.6155  6.9926  16.3172  0.0048  -0.0021  0.0062
O  8.4357  10.1969  17.8043  0.0065  0.0308  -0.0172
O  3.195  8.5898  10.0946  0.006  -0.0009  0.0043
O  7.5219  3.8173  15.4667  0.0059  -0.0037  -0.004
O  3.1525  4.2696  17.9645  -0.0035  -0.0017  0.0079
O  2.9568  3.9388  13.608  0.0104  -0.0003  -0.0004
O  1.2981  8.196  12.3926  0.0037  -0.012  -0.013
O  1.2428  5.7021  13.047  0.002  0.0084  0
O  5.0784  8.2913  14.8383  0.0026  0.0015  0.0023
O  11.1401  2.4411  20.3501  0.0025  -0.0051  -0.0041
O  10.9704  9.9698  12.6844  -0.0035  -0.0018  0.003
O  5.3158  3.5295  12.3572  0.0001  0.0035  0.0066
O  5.0474  3.1619  14.8936  -0.0113  -0.0057  -0.0043
O  6.4852  4.7956  20.5911  -0.0019  0.0074  0.0011
O  8.3455  1.5988  16.6319  -0.0095  -0.0121  0.0137
O  10.4225  1.2229  11.4466  -0.005  0.0009  -0.004
O  10.8968  6.5653  11.6439  0.0125  -0.0033  -0.0165
O  3.2094  8.6995  19.8932  -0.0051  0.0072  0.0023
O  1.7145  6.4604  10.5034  0.0095  -0.0116  -0.0058
O  7.1907  8.2902  19.9453  -0.015  0.0107  0.0102
O  8.5242  7.6444  17.7795  0.0032  0.0034  -0.002
O  3.6833  6.4834  13.5962  -0.0072  0.0051  -0.0023
O  9.5948  4.9785  13.3564  -0.0069  -0.0072  0.0043
O  5.4828  9.9552  20.7882  -0.001  -0.0096  0.0126
O  10.3441  7.3776  14.083  0.0021  0.0021  -0.0006
O  8.711  6.2111  19.9858  -0.0042  -0.0008  0.0041
O  7.0848  5.702  10.6329  -0.0095  0  0.0003
O  5.2839  10.5364  16.3617  -0.0035  -0.0002  -0.0067
O  9.026  1.2362  19.2394  -0.0087  -0.0062  -0.0158
O  11.5295  3.1573  10.1833  0.0072  0.0026  -0.0053
O  9.7523  8.6991  19.9143  0.0047  0.0039  -0.0017

Results
free energy: -145355.557 eV
free energy less fixed offsets of O -570.45, Si -639.56 eV per atom: 0.263 eV

The program warned: the cutoff lies below the one the program advises for these potential files; the forces do not sum to zero within the program's tolerance; empty levels may hold ghost states of the PAW files; the exchange-correlation potential is rough where the density is thin.
